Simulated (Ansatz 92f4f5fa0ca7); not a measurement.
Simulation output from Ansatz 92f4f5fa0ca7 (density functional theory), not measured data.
Periodic cell of 252 atoms, Si144O100N8, from a study of silicon, its oxide and their interface. The atomic structure is a simulated model.
This geometry differs little from another in the collection (a relaxation step or a small displacement).

Settings
functional: r2SCAN
potential files: Ansatz PAW
basis: plane waves
wave-function cutoff: 800 eV
density cutoff ratio: 5
exchange-correlation grid ratio: 1
k mesh: 1 x 1 x 1, shifted by 0.5 0.5 0 of a step
self-consistency stop: 1e-10 eV per atom in the density residual
occupations: fixed
spin: none
net charge: 0

Cell vectors (angstrom)
a  10.888  0  0
b  0  10.888  0
c  0  0  35.3074

Atoms and the computed forces on them: element, x, y, z (angstrom), force x, y, z (eV/angstrom)
Si  -0.1672  0.5647  0.1266  0.0219  -0.0201  -0.064
Si  2.5586  3.4769  0.3128  0.0182  -0.0178  -0.0647
Si  0.6575  5.032  0.2898  -0.0254  0.0179  -0.081
Si  3.0628  8.2235  -0.0307  -0.0079  0.0128  -0.0904
Si  5.7664  0.1358  0.0189  -0.0074  0.0164  -0.0875
Si  8.8952  2.2025  -0.0054  -0.0184  0.0118  -0.0819
Si  5.6929  6.6443  -0.5041  0.014  -0.0273  -0.1281
Si  7.6952  8.9037  -1.2046  0.0223  -0.0173  -0.1493
Si  1.5202  1.5906  1.4459  -0.0007  0.0001  0.0034
Si  4.3472  4.3961  1.6997  0.0022  0.0027  -0.0002
Si  1.5756  6.8935  1.343  0.0011  -0.0042  0.005
Si  4.2705  9.6548  1.3419  0.0033  -0.0002  0.0076
Si  7.0922  1.4262  1.3946  0.0011  0.0009  0.0035
Si  9.6901  4.0158  1.3412  0.0012  -0.0031  0.0083
Si  6.1037  6.1949  1.6858  0.0004  -0.0062  -0.0006
Si  9.6067  9.6558  1.2563  -0.0173  -0.0141  -0.0331
Si  0.0226  2.712  2.8744  0.0007  0.0027  -0.0012
Si  2.8047  0.0402  2.6858  0.0042  0  -0.0042
Si  0.0357  8.1858  2.5849  0.0019  -0.0027  -0.0031
Si  2.7366  5.5475  2.9329  -0.0019  0.0028  0.002
Si  5.5883  2.7065  2.7552  0.0009  -0.0057  -0.0014
Si  8.2233  -0.0625  2.7868  -0.0039  0.0016  -0.0005
Si  5.3716  8.1381  2.8126  -0.0032  0.0027  0.0012
Si  8.1369  5.3415  2.6134  0.0015  -0.0043  -0.003
Si  1.3573  4.1167  4.187  0.0033  -0.0026  -0.0019
Si  4.1659  1.3529  4.0644  0.0005  0.0003  0.0008
Si  1.375  9.5445  4.0207  0.0005  -0.0003  -0.0016
Si  4.0294  6.9045  4.2842  0.0018  -0.0017  -0.0028
Si  6.896  4.0375  4.1562  0.0008  0.0017  0.0015
Si  9.5478  1.3123  4.1646  0.0013  -0.0017  0.0009
Si  6.8237  9.4654  4.1095  0.0025  -0.0003  -0.0037
Si  9.5217  6.7904  3.9377  0.0017  -0.0009  -0.0018
Si  0.0461  -0.0229  5.4573  -0.0005  -0.0008  0.0014
Si  2.8008  2.7167  5.4226  0.0007  -0.0012  -0.0017
Si  -0.047  5.484  5.4538  0.0009  0.002  0
Si  2.6336  8.2303  5.5597  0.0027  0  0.0014
Si  5.4541  -0.0318  5.4593  0.0011  -0.0004  0.0014
Si  8.2069  2.6774  5.5402  -0.0015  0.0009  0.0012
Si  5.4845  5.4602  5.4391  -0.0003  -0.0011  -0.0024
Si  8.2276  8.1162  5.4045  -0.0028  -0.0013  -0.0013
Si  1.4237  1.3549  6.7691  -0.0001  -0.0017  0.0009
Si  4.1244  4.094  6.7815  -0.0012  -0.0011  0.0015
Si  1.2876  6.8227  6.8884  0.0004  -0.0001  0.0009
Si  4.0672  9.5558  6.8639  0.0002  0.0021  -0.0004
Si  6.8039  1.3101  6.8502  0.0016  0.0003  0
Si  9.5665  4.0857  6.8487  -0.0006  -0.0017  -0.0012
Si  6.8582  6.7845  6.7847  0.0001  -0.0006  0.0019
Si  9.5515  9.4883  6.7914  0.0015  0.0001  0.0016
Si  0.1061  2.7222  8.1431  0.0003  -0.0008  0.0002
Si  2.6715  0.0013  8.2155  -0.0016  -0.0027  0.0009
Si  -0.0638  8.1853  8.2683  0.0013  -0.0008  0.0015
Si  2.7196  5.4008  8.1468  0.0008  0.0011  -0.0018
Si  5.4636  2.7467  8.1561  0.0022  0.0003  0.0005
Si  8.1674  -0.0865  8.1756  0.0001  -0.0009  0.001
Si  5.4906  8.1529  8.1243  0.0001  0  -0.001
Si  8.1654  5.4228  8.1797  0.0005  -0.0009  0.0007
Si  1.3845  4.0855  9.6006  0.0018  -0.0029  -0.0007
Si  4.0061  1.4581  9.4461  -0.0001  -0.0012  -0.0008
Si  1.3157  9.5283  9.6503  -0.002  0.0021  0.0006
Si  4.1617  6.737  9.4153  0.0006  -0.0009  -0.0006
Si  6.8729  4.0319  9.5529  -0.0017  0.0001  -0.003
Si  9.6295  1.2879  9.388  0.0057  -0.0041  -0.0016
Si  6.7809  9.4694  9.596  0  -0.0007  -0.0007
Si  9.4008  6.8359  9.5786  0.0003  0.0026  -0.0019
Si  -0.1127  0.0591  11.0204  0.001  -0.0015  -0.0051
Si  2.7447  2.6964  10.9965  -0.0047  0.0013  -0.0003
Si  -0.0943  5.4694  10.8331  -0.0005  -0.0001  0.0041
Si  2.7943  8.0305  10.7598  0.0054  -0.0038  0.0027
Si  5.3278  0.0708  10.7034  0.0017  0.0004  0.0006
Si  8.3468  2.5884  10.7743  -0.0018  0.0027  0.0028
Si  5.5003  5.444  10.8457  -0.0015  -0.001  -0.0005
Si  8.0713  8.1005  11.1119  -0.0001  0.0034  0
Si  1.2955  1.4404  12.4078  0.0023  -0.0063  0.0037
Si  4.3309  3.989  12.1979  -0.0049  -0.0003  -0.0003
Si  1.3206  6.811  12.1129  -0.003  -0.0032  0.0047
Si  3.9375  9.6083  12.0095  0.0012  0.0011  0.0041
Si  6.9137  1.1909  11.9883  -0.0019  0.0018  -0.0013
Si  9.6161  3.9774  12.2246  -0.0036  0.0011  0
Si  6.7866  6.5629  12.487  0.0084  0.0022  0.0015
Si  9.372  9.5564  12.4582  0.0056  -0.0012  0.0004
Si  0.4149  3.2576  13.6994  0  0.0002  0.0078
Si  2.1073  -0.556  13.3478  -0.0031  0.0032  -0.0027
Si  0.4492  8.6073  13.404  -0.0065  0.0025  0.0044
Si  3.8747  4.9615  14.2675  -0.0044  0.0178  -0.0282
Si  5.2691  2.3122  15.1113  -0.0113  -0.0021  -0.0758
Si  7.7793  0.8991  15.4777  -0.0257  0.0141  -0.1021
Si  5.285  9.2101  13.8562  -0.0022  0.0037  0.0043
Si  7.8651  4.7936  13.5428  0.0041  0.0019  0.0046
Si  1.6108  5.3272  13.9487  0.0016  -0.0016  0.007
Si  6.2165  3.0255  13.1631  0.0047  -0.007  0.0041
Si  3.6673  10.4407  15.0711  0.0187  0.0057  -0.0794
Si  5.3245  6.9341  14.3938  -0.0075  -0.0016  0.0034
Si  8.679  5.559  15.7219  -0.0041  0.008  -0.1001
Si  10.0817  2.8029  15.6933  -0.0026  0.0237  -0.1077
Si  7.409  10.4304  13.5814  -0.0017  0.001  0.0044
Si  11.4163  7.0623  15.1868  -0.0157  -0.0133  -0.0859
Si  8.4725  3.1718  32.3126  -0.006  0.0062  -0.237
Si  16.9447  -10.6267  27.9681  0.012  0.0227  -0.2314
Si  4.7309  9.6621  17.635  -0.0056  0.0028  -0.161
Si  3.6012  3.6829  17.0025  0.0335  0.0082  -0.1317
Si  11.8523  13.1973  18.0909  -0.0242  0.036  -0.1854
Si  2.8278  5.8454  23.9423  0.0089  0.0319  -0.198
Si  15.2549  18.156  19.1904  -0.0057  -0.0013  -0.2272
Si  17.9428  0.655  20.3212  0.0017  0.0346  -0.2381
Si  6.1017  7.1497  16.6648  0.0043  -0.0174  -0.1464
Si  10.002  3.149  27.7386  0.0073  0.0002  -0.2323
Si  8.9258  9.6226  19.3342  0.0257  0.0161  -0.1816
Si  12.4521  18.8155  19.8089  0.0063  -0.0171  -0.2227
Si  12.2253  3.1811  23.2178  0.0181  -0.006  -0.2178
Si  5.8093  1.7249  17.8961  -0.0237  0.0239  -0.1857
Si  13.6268  9.5876  22.1673  -0.0156  -0.0308  -0.2301
Si  8.005  17.9308  22.4994  -0.0104  0.0359  -0.2434
Si  1.5132  -2.3587  24.7868  -0.0196  0.0042  -0.2614
Si  10.2553  4.6284  18.0449  0.0013  -0.0234  -0.171
Si  12.6164  9.1441  17.0913  0.0248  -0.0115  -0.1447
Si  10.2099  10.9816  17.0303  0.0047  0.0243  -0.1438
Si  16.2119  -0.1987  22.7305  -0.0032  -0.0289  -0.2327
Si  7.8584  -5.6692  24.7396  0.0044  -0.0008  -0.2243
Si  9.512  20.1163  24.2016  -0.0025  0.0129  -0.2146
Si  15.8079  -3.3141  22.1893  0.0083  -0.0019  -0.2283
Si  8.8144  5.9311  27.3878  -0.0218  -0.015  -0.2176
Si  9.4573  6.9204  19.7161  0.0437  -0.0341  -0.2009
Si  12.9525  9.216  27.7436  0.0013  0.0145  -0.2468
Si  6.0572  -6.21  28.4026  0.0176  -0.0175  -0.2332
Si  23.5651  13.6447  29.1396  -0.0264  -0.0097  -0.2161
Si  14.1319  11.9774  27.3528  0.0206  -0.0251  -0.2246
Si  4.4829  -12.6102  29.4337  0.0077  -0.0022  -0.2012
Si  4.1553  2.1453  33.3931  0.005  -0.0235  -0.2045
Si  5.8591  -6.3007  32.6512  0.0009  0.0252  -0.2016
Si  7.5051  11.0134  25.0925  0.025  -0.0452  -0.2514
Si  25.5062  1.7501  24.5156  -0.0164  0.0013  -0.2375
Si  23.2367  1.2636  20.8919  -0.0145  -0.0122  -0.2488
Si  -0.2952  18.6029  29.1067  0.008  0.0083  -0.2469
Si  -6.2747  17.3566  30.4297  -0.0113  0.0299  -0.2145
Si  -1.3324  2.5736  24.8886  0.005  -0.0097  -0.2252
Si  -3.3325  2.3142  29.5123  -0.0275  -0.0111  -0.2482
Si  9.6035  10.926  21.7109  -0.0189  -0.0019  -0.2253
Si  20.6255  8.089  32.0101  0.0223  -0.0169  -0.2098
Si  2.8273  11.3089  31.1064  0.0222  0.0137  -0.2557
Si  10.5925  5.2724  32.571  0.013  -0.0102  -0.2089
Si  12.9567  17.1406  17.5937  -0.0159  -0.0066  -0.148
Si  15.8885  4.3577  25.4951  -0.0433  0.0207  -0.2268
Si  12.6017  16.5075  30.3358  0.0158  0.0011  -0.2012
Si  1.1675  -1.1501  33.1687  -0.0009  -0.0204  -0.2048
O  4.185  -3.6397  34.5642  -0.0137  0.0142  0.0535
O  -8.8913  -1.3549  23.6033  -0.0364  -0.0289  0.1548
O  6.6924  -0.7137  34.2515  -0.0227  0.0225  0.0602
O  0.0529  5.3864  34.1182  0.0377  -0.021  0.1582
O  4.9042  1.2513  34.4995  0.0345  -0.0419  0.0891
O  -2.5832  11.8337  21.3221  0.0311  -0.0018  0.0925
O  15.7156  13.7885  24.8042  0.0177  0.0269  0.0821
O  12.7036  -3.8917  24.4154  -0.0161  0.0223  0.0772
O  0.1945  -2.3739  32.7878  0.0249  0.0287  0.0804
O  13.4386  2.4964  27.7233  -0.031  0.0297  0.1181
O  0.6215  -15.3513  29.4566  0.0272  -0.0275  0.0936
O  1.0981  -5.5507  31.7816  -0.0611  -0.0098  0.1356
O  5.7192  5.1611  34.1404  -0.0078  0.045  0.1227
O  6.7966  7.5659  34.0568  -0.0188  -0.0089  0.0626
O  7.543  6.3549  16.6251  0.002  0.014  0.0655
O  11.3668  9.9848  16.4499  -0.0149  0.0072  0.0626
N  6.4858  1.7675  16.2949  -0.0021  -0.0036  0.1055
O  -0.9524  10.6242  18.5756  -0.0382  -0.0419  0.1229
O  5.3157  6.6145  18.021  -0.0463  0.0127  0.1282
N  3.29  9.7862  16.6529  -0.0037  -0.0173  0.109
O  5.9508  8.8097  16.8891  -0.0159  0.0301  0.0737
O  10.8634  3.3632  18.8435  0.0114  -0.0117  0.0753
O  10.681  2.8703  23.7155  -0.0582  -0.0053  0.1095
O  12.3509  -1.7478  18.7108  -0.009  -0.0208  0.1318
O  15.5912  -9.7521  28.0213  0.0129  -0.0053  0.0797
O  15.0175  12.0124  15.1308  -0.003  0.0079  0.0407
N  15.2011  3.7162  15.4598  -0.0167  -0.019  0.0864
O  13.3498  10.9855  21.392  0.0248  -0.0242  0.0876
O  11.0284  7.1837  20.0387  -0.0206  0.0074  0.0681
O  10.8177  19.6143  24.9685  0.031  -0.0116  0.0858
O  25.42  5.1969  25.1876  0.0464  -0.0354  0.1045
O  15.125  11.7465  23.2828  -0.0307  0.0627  0.117
O  7.4278  -0.6648  19.422  -0.0054  0.0135  0.0773
O  8.4633  6.2612  25.8277  0.0285  0.0121  0.1586
O  14.1218  16.1346  17.1365  -0.0191  0.0244  0.0554
N  9.4804  4.2174  16.5533  0.0197  0.0074  0.1086
N  12.4803  -3.3669  16.5049  0.0234  0.0106  0.1138
O  37.7645  8.0113  30.3761  0.007  -0.0344  0.0768
O  3.5867  12.0173  32.3087  0.0374  0.0518  0.1343
O  15.2914  19.7736  19.001  -0.0071  -0.0342  0.1008
N  13.5777  6.8483  19.0661  0.0097  0.028  0.1135
O  2.1779  15.1162  29.6574  0.0001  0.0493  0.082
O  9.8424  6.7089  15.5323  -0.0023  -0.0039  0.0446
O  11.5734  16.3608  17.7026  -0.009  -0.0037  0.0584
O  -2.0658  12.945  14.9642  0.0055  -0.0025  0.0477
O  6.7631  12.7213  19.2199  0.0332  -0.0375  0.1349
O  2.1867  13.8167  17.2307  -0.0329  -0.0202  0.0666
O  1.8546  15.6148  23.2526  0.0115  0.0109  0.0712
O  8.4317  -1.1862  25.2946  -0.0294  0.0219  0.0937
O  6.2514  16.0163  24.8332  -0.0118  -0.0156  0.0835
O  22.4053  8.8037  28.3419  -0.0486  -0.0366  0.1094
O  10.8417  0.8704  21.1965  -0.0093  -0.0031  0.0783
O  4.923  6.9988  20.663  0.0229  0.0213  0.193
O  13.0576  -9.304  30.183  0.0251  -0.0624  0.1302
O  9.9108  8.3829  30.4179  -0.0308  0.0175  0.1697
O  7.4375  -5.4364  28.077  -0.0318  -0.0104  0.0861
O  9.4875  9.5509  20.8525  0.0113  0.0329  0.1227
O  20.7335  10.4985  23.2333  -0.0039  -0.0394  0.1426
N  15.3106  9.2306  22.3988  0.007  0.0244  0.0891
O  19.8387  19.0142  18.7367  -0.0002  -0.0021  0.0754
O  5.116  11.1626  18.025  0.0043  0.0035  0.0615
O  8.548  14.6998  25.0077  -0.0004  0.0036  0.0763
O  3.9345  6.5428  22.9699  -0.0556  -0.0552  0.1173
O  1.6504  13.5476  21.6989  -0.0065  0.0527  0.1458
O  4.7016  13.8206  17.9552  0.0078  -0.0152  0.0684
O  20.1694  5.508  18.9596  -0.0199  0.062  0.1005
O  23.3914  12.3032  19.2703  0.0165  -0.0304  0.1654
O  19.0921  5.6278  23.2252  -0.0043  -0.0536  0.138
O  14.3925  0.8094  25.7901  -0.022  -0.0221  0.1751
O  10.3122  2.4161  26.3158  0.0149  0.0207  0.1698
N  21.6719  12.5767  16.8621  0.0217  -0.032  0.098
O  13.2218  9.1025  34.094  0.0437  -0.0349  0.1007
O  2.2798  13.2423  24.2138  0.0421  -0.0215  0.098
O  -6.9898  -22.2596  30.2925  -0.0454  0.0486  0.1167
O  8.7325  21.695  16.3798  0.0432  -0.0163  0.0795
O  8.9443  8.0904  23.2432  0.0225  0.0253  0.1052
O  17.2663  3.4366  29.3982  0.0126  -0.0251  0.096
O  8.4965  1.352  24.6936  -0.0002  0.019  0.0724
O  24.745  24.7732  34.0893  -0.0369  0.0344  0.1017
O  11.0976  2.7459  28.8342  0.0461  -0.0055  0.098
O  24.7917  17.4078  30.5527  -0.0046  -0.0055  0.065
O  20.4765  -4.4059  32.1712  0.0005  -0.016  0.0732
O  8.3959  13.2541  33.7153  0.0263  -0.0396  0.1533
O  6.4692  7.5255  22.643  0.0281  -0.0097  0.0749
O  8.5983  13.5568  28.3362  -0.0486  -0.0154  0.1135
O  17.9064  11.7346  29.1165  0.0273  0.0333  0.1027
O  3.2755  -2.3665  28.5522  0.0488  -0.007  0.1032
O  -1.4713  -3.6494  28.0989  0.0439  0.038  0.1131
O  17.4168  -0.2288  23.8188  0.0606  0.0265  0.146
O  9.9229  4.7477  27.4828  0.0047  -0.0027  0.078
O  5.2473  16.58  31.6673  0.0406  -0.0599  0.1415
O  -5.7549  3.1514  32.5919  -0.0175  -0.0189  0.0742
O  17.5822  0.3564  26.4697  -0.06  0.0092  0.1862
O  8.1871  -8.6349  30.9987  0.038  0.0273  0.1772
O  8.477  -4.0211  20.9772  -0.0559  0.0053  0.1697
O  16.6943  11.258  21.2844  -0.0513  -0.0292  0.1523
O  13.0003  -2.4768  21.2341  0.0389  0.061  0.1532
O  1.7107  10.3406  31.7614  -0.0453  -0.0363  0.1271
O  8.5068  8.9025  32.6858  -0.0444  0.0204  0.1059
O  8.7236  30.6579  35.3671  0.0302  0.0168  0.0785
O  -5.851  -5.1781  29.0748  -0.0409  0.0477  0.1271
O  7.4064  4.3785  32.2834  -0.0101  0.0009  0.0741
O  -5.5646  4.1534  27.0556  0.0393  0.0083  0.1809
O  11.2533  0.0189  33.9565  -0.0354  0.0458  0.1062
O  9.9279  3.8524  32.1777  -0.0031  0.0128  0.0823
O  13.1119  19.7235  26.1854  0.0237  0.0262  0.1996
O  13.1403  -0.0729  27.8743  -0.004  -0.0061  0.0842
O  5.6463  9.647  28.3991  -0.0339  -0.0364  0.0937

Results
free energy: -152239.781 eV
free energy less fixed offsets of N -386.36, O -570.45, Si -639.56 eV per atom: -7.261 eV

The program warned: the cutoff lies below the one the program advises for these potential files; the forces do not sum to zero within the program's tolerance; empty levels may hold ghost states of the PAW files; the exchange-correlation potential is rough where the density is thin.
